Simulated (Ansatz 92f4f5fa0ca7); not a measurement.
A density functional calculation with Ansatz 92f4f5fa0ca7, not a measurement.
Periodic cell of 246 atoms, Si108O138, from a study of silicon, its oxide and their interface. The atomic structure is a simulated model.

Settings
functional: r2SCAN
potential files: Ansatz norm-conserving
basis: plane waves
wave-function cutoff: 1300 eV
density cutoff ratio: 4
exchange-correlation grid ratio: 1
k mesh: 2 x 2 x 1, shifted by 0.5 0.5 0.5 of a step
self-consistency stop: 5e-08 eV per atom in the density residual
occupations: Fermi-Dirac, 0.05 eV
spin: none
net charge: 0

Cell vectors (angstrom)
a 11.5435 0 0
b 0 11.5435 0
c 2.8608 5.9398 31.3473

Atoms: element, x, y, z (angstrom)
Si 1.1885 2.4027 0.3478
Si 2.2568 5.8721 2.4938
Si 0.3933 8.0336 -0.806
Si 5.0408 1.8862 -1.4735
Si 3.6986 5.8454 0.5563
Si 4.3683 8.0921 0.1394
Si 7.923 2.5024 -1.8779
Si 7.3814 5.2461 -0.6209
Si 9.4699 9.3365 -1.1662
Si 2.4055 2.3351 2.3393
Si 0.335 5.3449 0.3971
Si 1.964 9.5165 1.4002
Si 4.6907 2.3816 1.6164
Si 5.3471 4.6012 1.6903
Si 6.0431 9.0704 2.4521
Si 9.6942 2.3432 0.6373
Si 9.7615 4.6726 0.8754
Si 9.0444 9.461 1.8798
Si 2.1034 4.0867 3.9131
Si 2.0641 7.6335 4.0031
Si 1.9782 11.8766 3.323
Si 5.7391 5.0753 3.9868
Si 5.8159 7.5059 4.2251
Si 5.5777 11.7327 3.5583
Si 9.6714 5.0889 4.0306
Si 9.6334 7.4313 4.0256
Si 9.6217 12.0517 3.2188
Si 0.0956 4.3927 5.2734
Si 0.0392 8.0633 5.1567
Si 0.0403 12.1224 4.5988
Si 3.8942 4.2211 5.3817
Si 3.8912 7.931 5.4683
Si 3.7211 11.802 4.9397
Si 7.723 4.3316 5.1553
Si 7.7712 7.8357 5.4836
Si 7.6886 11.7662 4.5575
Si 0.0736 2.2622 6.3411
Si 0.0075 6.387 6.7779
Si 0.0712 10.2604 6.1086
Si 3.8908 2.0742 6.5842
Si 3.7777 6.0487 6.8676
Si 3.8468 10.0649 6.5126
Si 7.68 2.0899 5.963
Si 7.6571 5.8953 6.9467
Si 7.8149 10.0795 6.2938
Si 1.8734 1.4707 7.8201
Si 1.9108 6.6136 8.1608
Si 1.8702 10.6214 7.7023
Si 6.0011 1.4677 7.509
Si 5.6333 5.6949 8.2169
Si 5.889 10.6717 7.5472
Si 9.5781 1.7 7.2611
Si 9.5732 6.5308 8.1805
Si 9.7576 10.8321 7.4188
Si 1.8603 4.8956 10.6082
Si 1.4896 9.1643 9.5802
Si 2.1661 2.0372 10.12
Si 6.4076 6.9105 10.8295
Si 6.44 9.7723 10.5938
Si 4.589 3.7475 10.3197
Si 9.1257 5.7899 11.1696
Si 8.4387 10.8506 10.9743
Si 8.0903 1.8656 9.6044
Si 1.3226 4.8781 13.3242
Si 2.0116 9.3646 12.7837
Si 2.8944 12.311 12.7995
Si 5.4454 2.2966 12.8382
Si 4.84 8.4725 12.6345
Si 3.2946 3.0988 14.4009
Si 9.9986 3.9801 13.2855
Si 10.0421 9.2843 9.1444
Si 8.3323 1.6979 12.556
Si 5.3191 6.8955 29.1117
Si 1.2587 6.9065 19.9603
Si 2.0567 5.1514 16.074
Si 2.2015 7.8773 17.2485
Si 9.2759 6.7135 13.9392
Si 9.2897 4.7878 22.1118
Si 7.8154 2.2281 22.6005
Si 5.0042 8.5921 17.3106
Si 7.1467 9.9554 18.5259
Si 2.7336 4.4773 20.7546
Si 7.1439 11.1992 23.8797
Si 5.1332 3.783 22.2957
Si 9.0199 10.1744 16.3707
Si -0.0773 8.6257 15.1114
Si 10.0816 2.8868 19.8367
Si 8.8768 12.0956 18.548
Si 9.8754 9.8573 23.3676
Si 9.8766 12.0431 21.1596
Si 6.5652 6.3523 22.242
Si 5.5286 9.1105 22.6534
Si 12.6184 12.1843 26.8929
Si 11.0901 7.2954 22.4687
Si 4.6031 10.4648 25.017
Si 2.4834 2.9144 23.3051
Si 0.7917 4.3736 18.5687
Si 5.6717 7.9965 20.0755
Si 6.8985 8.5241 14.9754
Si 2.0311 11.6597 24.1236
Si 4.3666 9.3178 27.9119
Si 14.7311 4.5408 28.6522
Si 6.5618 10.7728 29.5524
Si 8.4119 13.0921 29.0316
Si 10.7525 2.6607 27.7843
Si 1.4867 9.1922 27.5024
Si 1.6761 3.3453 26.3444
Si 0.8296 9.0357 24.4622
O -0.3299 1.8196 0.3489
O 0.7071 5.9273 1.8798
O 8.2398 9.0485 -2.1734
O -1.2167 7.9641 -1.0105
O 5.0234 1.739 0.1383
O 5.721 8.41 1.0034
O 3.265 9.2367 0.4742
O 8.697 1.8957 -0.5804
O 6.5419 1.6587 -2.0888
O 8.8592 5.623 -0.0959
O 6.6859 4.6893 0.7321
O 8.9004 9.7115 0.2832
O 7.556 9.6601 2.4903
O 1.8042 11.0735 1.837
O 2.0955 8.782 2.821
O 5.6868 1.5138 2.5976
O 5.1229 10.4173 2.643
O 9.2618 1.6116 2.0485
O 9.4332 4.6804 2.4636
O 9.5692 8.0194 2.4328
O 10.0017 10.6247 2.4775
O 1.316 3.3601 10.5558
O 1.3259 5.5464 9.2509
O 2.4317 7.9219 9.0296
O 5.333 7.0125 12.062
O 3.7563 2.4084 9.9376
O 5.6336 6.8109 9.4065
O 5.4521 4.2749 9.0465
O 5.9416 10.092 9.0926
O 9.2338 2.5703 8.6784
O 8.4883 0.2978 9.6735
O 9.7972 5.9516 9.7121
O 9.1215 8.0959 8.4615
O 3.4894 4.9172 10.6329
O 1.2249 5.6725 11.9119
O 3.2696 8.3421 13.0342
O 1.6473 9.3871 11.193
O 2.5818 1.6442 14.164
O 2.0373 1.039 11.42
O 7.1871 8.3169 10.7507
O 7.4922 5.72 11.0376
O 5.0684 9.6383 11.4979
O 5.4942 3.3845 11.6262
O 6.8872 1.7331 13.2665
O 9.757 4.4141 11.7423
O 11.5886 3.9049 13.5744
O 9.5883 9.7509 10.6469
O 11.5115 8.61 9.3394
O 8.1513 2.4263 11.1128
O 6.5753 1.9527 9.017
O 1.9794 1.6331 -0.8416
O 1.1683 3.998 -0.0095
O 7.3877 9.3443 29.5402
O 5.2239 7.9482 27.8853
O 0.8514 6.4924 -0.6752
O 5.6126 5.218 22.9196
O 6.1342 10.9892 25.1388
O 4.7135 8.2425 -1.4487
O 10.5313 10.4508 -1.7668
O 2.8497 8.8427 28.3381
O 9.1272 13.9574 27.8235
O 10.5756 5.7285 22.5478
O 6.6786 6.5177 -1.3155
O 11.2599 12.6633 27.6353
O 0.7195 8.9479 0.5085
O 11.5871 3.5084 26.6358
O 2.6706 3.9869 13.1822
O 7.8255 9.8519 15.2751
O 0.8774 4.5105 16.9587
O 0.7512 9.0456 13.7653
O 8.4453 9.3635 17.6872
O 1.505 5.7786 14.6636
O 3.0529 3.8907 15.7836
O 3.4633 8.8378 16.8535
O 5.8001 8.9184 13.8566
O 6.9738 8.9483 19.7829
O 4.3661 5.6378 28.759
O 4.4682 12.5922 12.4552
O 9.3901 2.491 13.4941
O 9.4534 6.9173 12.322
O 9.2785 5.0977 14.2362
O 5.7402 9.9913 17.6865
O 7.4402 12.8021 23.8575
O 2.7287 6.3602 16.9023
O 5.9971 7.9213 16.2021
O 4.8922 2.9978 14.1984
O 4.1874 9.869 26.4316
O 1.801 7.9605 18.8297
O 4.9145 7.6948 18.6748
O 7.4786 4.0504 -1.7038
O 8.967 2.1383 18.8851
O 10.7673 1.8534 20.9274
O 0.9403 8.2638 16.3135
O 6.4451 7.7907 23.0049
O 3.5566 11.6635 24.7023
O 2.5826 10.807 13.2296
O 4.1177 3.0276 23.3237
O 4.8054 8.8106 21.216
O 8.8784 3.4349 22.983
O 4.474 9.3095 23.8724
O 10.4461 9.76 15.7029
O 7.3828 11.5244 18.8584
O 1.4532 10.8153 27.64
O 0.6405 7.6257 23.6601
O 7.8775 7.3319 14.4594
O 9.8132 11.3302 19.6824
O 8.4153 12.6858 21.5421
O 2.1155 13.4454 27.0144
O 9.8712 8.3934 22.6191
O 9.4992 4.2053 20.5948
O 8.4923 10.3247 24.0489
O 8.777 11.6877 12.3419
O 6.4492 2.8794 21.9996
O 11.2063 3.2749 18.7755
O 0.3077 7.6112 21.0596
O 10.8932 9.7035 24.6259
O 2.1638 3.9014 19.3326
O 8.0816 5.8381 22.232
O 2.4796 6.0989 20.7122
O 0.3427 5.807 19.1809
O 2.6321 4.43 27.1177
O 15.4079 3.1511 29.2092
O 10.3667 11.0076 22.2981
O 1.6919 10.1497 23.5991
O 6.926 6.6477 29.2668
O 9.2214 11.7002 16.9781
O 6.1267 6.5739 20.6874
O 1.9254 3.4441 24.7509
O 7.4069 11.869 28.6152
O 4.3036 4.0799 20.9132
O 0.9272 11.9569 25.2979
O 11.7749 8.4101 28.1813
O 6.3834 10.5151 22.5843
O 1.4856 8.767 25.9283
O 1.9859 12.9083 23.0815
O 5.128 10.4461 28.8111
O 1.9576 3.8298 22.0583
O 10.5315 7.3586 14.7185

Results
free energy: -76714.778 eV
free energy less fixed offsets of O -463.61, Si -117.95 eV per atom: 2.002 eV
pressure: -1.29 GPa
stress xx, yy, zz, yz, xz, xy (GPa, positive in tension): 0.74, 0.94, 2.21, 0.11, -0.02, 0.3

Forces (eV/angstrom), in the order of the atoms: element, x, y, z
Si 0.0278 -0.1665 -0.1753
Si -0.4467 -0.1892 0.0417
Si -0.1208 0.0689 -0.3813
Si 0.031 -0.2134 -0.062
Si 0.3613 0.0885 -0.0795
Si 0.1441 0.0541 -0.1059
Si -0.1804 -0.1463 -0.0356
Si -0.0685 -0.1368 -0.0705
Si 0.1395 -0.1086 -0.3693
Si 0.1859 0.0184 0.2116
Si 0.4233 0.2992 -0.1236
Si -0.0647 -0.1535 0.0904
Si 0.2283 -0.2735 -0.2406
Si 0.1896 0.0538 -0.4117
Si -0.2867 -0.1661 -0.1376
Si -0.2856 -0.2917 -0.0065
Si -0.071 -0.3424 -0.3924
Si -0.0231 0.071 -0.0628
Si -0.096 -0.2261 0.0294
Si 0.4 0.6798 -0.3539
Si -0.259 0.4216 -0.6484
Si 0.0688 0.1139 0.302
Si 0.1038 -0.1217 -0.1078
Si 0.0012 0.2116 -0.1811
Si -0.1107 -0.4013 0.1891
Si 0.1904 0.4771 -0.3666
Si -0.1492 -0.2846 -0.166
Si 0.1451 0.214 0.0108
Si -0.1941 0.1207 0.0993
Si -0.0495 -0.0391 0.3234
Si 0.1629 -0.2153 0.1125
Si -0.0551 0.1595 0.2312
Si 0.2445 0.1091 0.4261
Si -0.0822 0.0909 0.0924
Si -0.1488 0.1965 0.0874
Si -0.004 -0.3458 0.2312
Si 0.442 -0.1568 -0.2096
Si -0.0012 -0.0339 -0.0656
Si 0.0368 -0.0381 -0.1554
Si -0.2177 0.1652 -0.4522
Si -0.1848 -0.0538 -0.0301
Si 0.0444 -0.18 -0.0605
Si -0.2143 0.0639 -0.3517
Si 0.0995 -0.031 -0.0926
Si -0.0637 0.0655 -0.3344
Si -0.1233 0.0156 -0.2595
Si -0.0009 -0.4914 -0.1753
Si -0.0366 0.3145 -0.2009
Si 0.1003 0.411 0.1938
Si 0.0524 0.0332 0.1321
Si 0.1382 -0.5183 0.0465
Si 0.1585 0.1592 0.2952
Si -0.1448 -0.3736 0.1896
Si -0.0405 -0.0934 -0.0507
Si -0.152 -0.0854 0.1082
Si 0.1018 -0.3075 -0.0003
Si 0.0029 0.0203 0.026
Si -0.3151 -0.2528 0.0689
Si -0.4032 -0.2345 0.1982
Si 0.1644 0.026 -0.0044
Si 0.1371 -0.2159 -0.0132
Si -0.0481 0.1322 0.2348
Si -0.1059 0.5792 0.0782
Si -0.1909 -0.1521 -0.0084
Si 0.2226 0.0541 0.1944
Si -0.0611 -0.1207 -0.0086
Si 0.2033 0.0074 0.2847
Si 0.0048 -0.1406 -0.0232
Si 0.1452 0.0251 -0.0172
Si 0.0282 -0.2252 0.1137
Si -0.3002 -0.0133 -0.2384
Si 0.0114 0.1903 0.4492
Si 0.0785 -0.2064 -0.0493
Si -0.0524 0.115 -0.0912
Si 0.0011 -0.0849 -0.2244
Si 0.0675 0.0113 -0.2841
Si -0.0115 -0.1994 0.1046
Si 0.0559 0.026 -0.0172
Si -0.117 -0.0854 0.156
Si -0.0896 0.0521 -0.2771
Si -0.032 0.0905 -0.0508
Si 0.0839 -0.0783 -0.0547
Si -0.1109 -0.0382 0.1961
Si -0.0112 0.0569 0.0198
Si 0.1332 -0.0645 -0.1978
Si -0.1201 -0.1307 -0.2439
Si 0.0585 0.0738 -0.2143
Si -0.0676 -0.0361 -0.0927
Si -0.0037 -0.032 0.2175
Si 0.0915 -0.0785 -0.1105
Si -0.0133 -0.0084 0.0361
Si -0.1582 0.0267 0.0637
Si -0.109 0.0437 0.5049
Si 0.1403 0.0111 0.1004
Si -0.1452 0.0082 0.4093
Si -0.1293 -0.031 0.3644
Si -0.0551 -0.1115 -0.3483
Si -0.0186 -0.0399 -0.0968
Si -0.0072 -0.1527 -0.2814
Si 0.0242 0.0738 0.2101
Si 0.1217 -0.2301 0.192
Si -0.0112 0.0349 0.0536
Si 0.0047 -0.3237 -0.2264
Si -0.0024 0.3986 -0.0902
Si -0.1382 0.1007 0.3443
Si -0.0399 -0.0644 0.2715
Si 0.1598 0.263 0.391
Si 0.1432 -0.0118 0.3634
O 0.174 0.0668 0.0269
O 0.0253 -0.0795 -0.1705
O 0.1494 -0.1738 -0.1063
O 0.1084 0.2558 0.168
O -0.1406 0.1444 0.07
O -0.1008 0.1533 0.0724
O -0.0066 0.0187 0.1464
O -0.0094 0.0464 -0.0346
O -0.1 0.2684 0.2178
O -0.2038 0.0883 0.021
O 0.076 0.1691 -0.211
O 0.162 -0.1643 0.4166
O 0.0849 -0.2409 -0.2099
O 0.1492 -0.4274 0.3911
O 0.0021 0.5046 -0.0695
O -0.4988 0.0651 0.0728
O 0.4973 -0.207 0.2594
O 0.2055 0.0045 0.0937
O 0.171 0.2596 0.0024
O -0.1963 -0.0868 0.263
O -0.248 -0.0651 -0.0225
O 0.33 0.1522 0.1332
O 0.2627 0.218 0.1456
O -0.4918 0.1277 0.0724
O 0.2608 0.3646 -0.2716
O -0.0411 0.189 0.1609
O 0.1646 -0.0649 0.3806
O -0.0517 0.1099 0.0414
O 0.1015 0.087 0.1064
O -0.3133 -0.6701 -0.195
O 0.0145 0.1616 0.3932
O -0.1217 0.2029 -0.1255
O 0.595 0.2045 0.4148
O -0.1123 -0.1633 0.003
O 0.1889 -0.2822 -0.0865
O -0.0407 0.2249 -0.1828
O 0.0521 -0.0542 -0.1228
O 0.2343 0.2116 -0.3485
O 0.2118 0.1695 0.0985
O -0.1456 0.0884 -0.0382
O 0.0411 0.2348 -0.1036
O 0.1078 -0.2399 0.0159
O -0.2686 -0.0445 -0.1798
O 0.0685 0.0072 -0.3988
O -0.056 0.2093 0.2088
O 0.078 0.3588 -0.1125
O -0.0628 0.0382 -0.0188
O -0.0341 0.2803 0.0256
O -0.0162 -0.3222 -0.0807
O 0.2254 -0.2051 -0.1344
O -0.1228 0.1132 0.0528
O -0.1512 0.1655 -0.0174
O -0.1854 0.3007 0.0504
O -0.2039 0.2631 0.1679
O -0.0155 -0.2047 0.2942
O 0.0739 -0.0956 -0.2829
O -0.0283 -0.0723 -0.442
O 0.0199 -0.2423 0.2611
O 0.0973 -0.3216 -0.0164
O -0.004 0.203 -0.1871
O 0.1456 -0.2585 0.2146
O -0.1188 0.1116 -0.1331
O -0.0764 -0.152 0.0671
O 0.2894 0.1898 -0.2127
O 0.049 -0.0219 0.1429
O 0.2317 -0.254 0.019
O -0.0896 0.023 0.2577
O 0.0569 -0.1083 0.2619
O 0.1849 0.1132 0.3485
O 0.052 -0.0497 0.054
O -0.2073 0.3211 -0.0025
O 0.1395 -0.2756 0.1053
O -0.2635 0.2184 -0.1361
O 0.1098 -0.2399 0.2674
O 0.1091 -0.0833 0.0654
O -0.2648 0.0106 -0.1513
O 0.0033 0.1295 0.1093
O -0.1588 0.1993 0.0655
O -0.1538 0.0925 -0.3848
O -0.0954 -0.1488 -0.0348
O 0.1882 0.1833 -0.3201
O 0.1955 -0.3596 0.1922
O 0.0393 -0.0738 -0.3252
O -0.2113 0.1403 0.1102
O -0.0897 0.288 0.2047
O -0.3791 -0.1672 -0.3651
O 0.0174 0.0867 -0.2358
O -0.0015 -0.2567 0.0878
O 0.1581 0.2518 0.1311
O 0.1344 0.1041 0.2813
O 0.2097 -0.1859 0.2427
O -0.3548 -0.0374 -0.1146
O 0.1682 -0.0685 0.143
O -0.1431 0.0056 -0.3176
O -0.1361 -0.1927 -0.1827
O -0.0687 -0.0738 -0.1684
O -0.0514 0.1299 -0.3009
O 0.3846 -0.1861 0.0497
O -0.1128 0.0229 -0.3043
O 0.2883 0.1718 -0.1578
O -0.2233 -0.054 0.1369
O 0.2947 -0.277 -0.1068
O -0.0279 -0.1036 -0.266
O -0.2672 0.1859 -0.2236
O -0.0304 0.2731 0.0393
O -0.1944 0.3609 0.0944
O 0.1648 0.0877 0.0638
O -0.303 -0.0387 -0.3119
O 0.2011 0.064 0.1004
O 0.0679 -0.1735 0.1777
O 0.0219 0.0845 -0.2478
O 0.0433 0.0592 -0.4514
O 0.0583 0.0765 0.1542
O 0.0198 0.1459 0.2605
O 0.0168 -0.2214 0.0545
O 0.0915 -0.1234 -0.4255
O -0.2004 0.2806 0.2033
O -0.0942 -0.1267 -0.0473
O -0.1887 -0.1415 -0.1637
O 0.2895 -0.0691 0.1213
O -0.2349 -0.3273 -0.0206
O -0.2925 0.1042 0.2458
O -0.1686 0.0029 -0.0144
O -0.1041 0.0405 0.1702
O -0.0872 0.3966 0.152
O -0.1502 -0.2122 0.3329
O -0.0365 0.2456 0.2562
O 0.1006 -0.2151 -0.403
O -0.183 -0.2002 0.451
O -0.1463 0.0448 0.3001
O 0.3074 -0.129 -0.2413
O 0.1643 0.2247 0.0556
O 0.0243 -0.1497 0.2066
O -0.1125 0.1932 -0.2667
O 0.094 0.1081 0.1367
O 0.1391 -0.0708 0.0458
O 0.2175 0.0033 -0.1176
O 0.0177 0.2006 -0.0162
